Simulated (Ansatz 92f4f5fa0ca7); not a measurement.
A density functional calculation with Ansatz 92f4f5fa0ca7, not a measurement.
Periodic cell of 247 atoms, Si128O87H32, with a vacuum gap, from a study of silicon, its oxide and their interface. The atomic structure is a simulated model.

Settings: functional r2SCAN; potential files Ansatz PAW; basis plane waves; wave-function cutoff 800 eV; density cutoff ratio 5; exchange-correlation grid ratio 1; k mesh 1 x 1 x 1, shifted by 0.5 0.5 0 of a step; self-consistency stop 1e-11 eV per atom in the density residual; occupations fixed; spin none; net charge 0; applied field sawtooth along c, amplitude +0.015 V/angstrom in the program's sign convention, ramp centred at 0.9886 of c and 0.0228 of c wide, no dipole correction.

Cell vectors (angstrom)
a  10.88  0  0
b  0  10.88  0
c  0  0  43.8699

Atoms: element, x, y, z (angstrom)
Si  -0.0693  10.9686  14.3057
Si  7.1555  4.1966  24.8793
Si  2.5528  4.3335  27.2659
Si  8.1344  10.3693  24.6094
Si  1.8087  9.0195  25.5345
Si  4.8842  11.5389  27.4957
Si  6.8863  9.4847  27.0932
Si  4.7368  8.331  24.9536
Si  7.4233  9.0898  31.4971
Si  9.5872  11.3158  31.6871
Si  7.0841  3.5058  31.5004
Si  10.3324  6.6718  31.5962
Si  1.1343  8.4888  31.7666
Si  3.9631  11.2974  31.4386
Si  12.3564  13.9644  31.6624
Si  4.1121  5.9163  31.3294
Si  5.6586  10.1599  32.6994
Si  8.3753  12.9457  32.8558
Si  5.6327  4.8042  32.7983
Si  8.5217  7.5429  32.9108
Si  11.0123  10.11  33.1337
Si  13.842  12.7783  33.003
Si  11.1515  15.6429  32.8163
Si  2.8969  7.3565  32.8094
Si  4.3306  8.7633  34.0836
Si  6.9628  11.5555  34.1718
Si  4.3379  3.3777  34.2237
Si  7.0632  6.1193  34.1321
Si  9.6935  8.7994  34.4888
Si  12.4637  11.4883  34.3407
Si  9.7531  14.2967  34.1797
Si  12.5109  6.0243  34.2825
Si  5.6757  7.4407  35.495
Si  8.2878  10.2187  35.6569
Si  5.6612  2.0079  35.6
Si  8.3731  4.7372  35.5295
Si  11.1388  7.3913  35.6731
Si  2.9899  10.0899  35.5451
Si  11.0844  12.9153  35.5722
Si  2.9695  15.5595  35.6369
Si  6.9493  8.782  36.9382
Si  9.7412  11.5667  36.9441
Si  7.0511  3.3802  36.9242
Si  9.7156  6.0361  36.9563
Si  1.6481  8.7909  36.9571
Si  4.2788  11.4891  36.9217
Si  1.5613  14.2148  36.9609
Si  4.3525  6.0961  36.917
Si  2.6651  8.1296  6.9322
Si  5.4728  10.9338  6.9413
Si  2.7538  2.7424  6.9285
Si  5.3933  5.418  6.914
Si  8.204  8.1942  6.9027
Si  -0.0422  10.8318  6.9307
Si  8.1348  2.6919  6.9488
Si  0.0677  5.4588  6.9418
Si  1.3648  6.8062  8.3899
Si  4.0824  9.508  8.1604
Si  1.3458  1.3514  8.1921
Si  4.0799  4.0762  8.3724
Si  6.807  6.802  8.1543
Si  9.5122  9.5158  8.3824
Si  6.8105  12.249  8.3832
Si  9.5268  4.0978  8.19
Si  2.7364  5.4501  9.7675
Si  5.4537  8.1583  9.4727
Si  2.7094  10.8309  9.4791
Si  5.4509  2.7198  9.7649
Si  8.1467  5.4508  9.4992
Si  -0.0078  8.1514  9.7742
Si  8.1487  10.8831  9.7736
Si  -0.0129  2.7368  9.5111
Si  4.2251  6.8546  10.9753
Si  6.6904  9.4511  10.9845
Si  4.0191  12.1071  10.9283
Si  6.89  4.1584  11.0111
Si  -1.4617  6.7347  10.993
Si  1.4578  9.552  11.0111
Si  9.5783  12.3338  11
Si  1.2756  4.0388  10.9981
Si  3.2615  8.5983  12.2317
Si  4.9188  10.3552  12.2735
Si  2.2406  2.2002  12.0989
Si  5.9783  5.9114  12.2891
Si  -3.2287  7.7172  12.231
Si  0.5281  11.4053  12.1194
Si  8.6546  3.2403  12.2794
Si  -0.522  4.9698  12.225
Si  8.5371  8.2117  17.6067
Si  2.2775  10.1434  18.621
Si  9.2388  8.415  14.7832
Si  2.8166  7.4558  14.2405
Si  1.9699  12.0476  20.6374
Si  1.1681  5.3213  19.3944
Si  11.9007  3.5452  23.9094
Si  11.3964  12.1447  30.456
Si  6.117  6.5416  17.024
Si  7.5185  5.3104  22.0369
Si  11.6285  6.16  25.7373
Si  0.0376  5.9328  14.2744
Si  8.1147  1.703  14.923
Si  4.8095  7.0381  29.2642
Si  -0.0217  8.0767  19.3642
Si  5.2777  11.252  14.4526
Si  4.7182  13.0811  30.049
Si  2.0033  10.2439  30.4255
Si  2.758  9.4131  28.3932
Si  8.5657  2.9699  17.7464
Si  3.9378  2.3279  14.7063
Si  4.8888  5.6654  26.3637
Si  5.7712  12.3513  24.6773
Si  3.1665  3.9898  30.3567
Si  3.4569  13.3633  22.8508
Si  4.1536  9.0008  16.469
Si  11.1793  13.2898  27.4642
Si  3.4947  3.6517  20.1728
Si  6.1732  4.4823  19.2443
Si  5.1284  5.2806  14.413
Si  6.986  7.7575  29.5819
Si  8.4105  9.4677  20.307
Si  9.3144  4.9039  26.8573
Si  10.1593  3.9973  21.3639
Si  6.9704  8.3532  22.7791
Si  -1.1961  1.406  20.177
Si  10.8783  11.6023  25.0568
Si  0.2216  4.1924  16.8168
Si  8.3278  5.8084  29.6086
Si  1.7104  1.4587  16.4722
O  11.2273  12.7782  28.9699
O  5.0454  6.1405  27.9066
O  11.3548  3.8231  22.4194
O  8.3143  5.3006  28.0617
O  -0.3995  9.373  14.38
O  8.1707  2.904  13.8282
O  5.742  8.8553  26.1218
O  2.9521  8.3927  15.5642
O  -1.1263  6.8838  14.9038
O  3.9418  4.3502  26.4309
O  -1.0659  8.6335  20.4921
O  8.6581  8.9763  16.1888
O  6.2612  13.4118  30.4754
O  3.6167  10.6031  27.7349
O  6.2259  10.7252  27.9067
O  6.0941  5.6848  15.6559
O  1.8166  5.7203  26.8633
O  6.8211  11.2237  24.1882
O  2.7217  4.4548  28.8524
O  8.5263  10.2347  31.0019
O  2.622  3.3246  23.944
O  3.1661  2.0907  16.1267
O  5.6433  5.6945  18.3098
O  11.5569  4.903  24.7071
O  1.1094  5.1335  17.7892
O  7.6356  6.917  17.3635
O  9.3467  1.8717  18.6585
O  10.6889  12.0106  26.6117
O  -1.3933  11.7527  14.8077
O  5.5032  8.4693  23.5113
O  9.5  11.1648  24.3377
O  6.8615  11.6157  14.6058
O  10.2012  3.678  27.4024
O  7.9535  4.5602  30.5926
O  4.7509  12.8509  28.4235
O  4.8153  3.6967  14.6433
O  2.6722  5.0159  19.8999
O  7.1119  4.3474  23.2724
O  3.9083  3.5458  21.7276
O  4.8874  11.8689  25.9281
O  8.0516  8.4101  13.6826
O  3.531  9.4632  17.8826
O  0.0359  4.322  19.9771
O  0.3696  4.7585  15.3236
O  1.3188  6.8953  14.064
O  6.6572  5.0073  20.7032
O  1.7441  13.8422  26.9359
O  7.9605  2.2693  16.4221
O  5.2466  7.8747  16.8115
O  1.7761  11.4004  17.7615
O  8.1014  10.023  26.1867
O  3.6899  8.1559  28.8561
O  11.9958  7.6009  25.0831
O  4.7663  12.6784  23.4698
O  3.3252  9.1335  24.9367
O  1.782  8.9631  27.1681
O  7.484  8.4428  28.1537
O  7.364  3.6367  18.5803
O  7.2571  6.7998  22.5513
O  0.7052  2.6609  16.7954
O  6.621  13.6047  25.2005
O  -0.9023  7.6557  18.0759
O  4.873  3.5355  19.3607
O  8.7452  11.0274  20.5346
O  8.6294  4.3694  25.4934
O  2.5049  2.4376  19.7822
O  2.7288  2.5234  13.6327
O  3.7539  6.1467  14.5064
O  11.8977  10.3333  24.9803
O  8.0837  8.9945  23.7649
O  0.3663  11.9152  20.4354
O  1.1661  11.3915  15.2711
O  -1.3184  4.1616  17.2953
O  4.85  10.2195  15.6586
O  10.179  6.2158  26.4595
O  2.4598  12.2601  22.1714
O  9.8369  6.2863  30.0583
O  2.6881  10.7084  20.081
O  9.3184  2.6255  21.1813
O  9.1065  5.1531  21.748
O  4.3077  6.8243  25.3875
O  1.0333  9.1612  18.8438
O  7.943  9.1879  18.766
O  0.8045  6.8082  19.897
O  7.2074  9.0616  21.3247
O  11.2813  13.0063  24.3651
O  6.2855  5.2841  25.6793
H  7.7769  7.9661  37.8706
H  6.1284  9.6047  37.8706
H  8.9312  12.4001  37.8766
H  10.5718  10.7538  37.8766
H  7.8835  2.5691  37.8566
H  6.2306  4.2033  37.8566
H  8.8935  6.8577  37.8888
H  10.5418  5.2188  37.8888
H  2.4781  7.9774  37.8895
H  0.8319  9.6182  37.8895
H  5.0903  10.6571  37.8541
H  3.4454  12.2991  37.8541
H  0.7366  15.0336  37.8933
H  2.3689  13.379  37.8933
H  3.536  6.9231  37.8495
H  5.1704  5.2704  37.8495
H  3.486  7.3069  5.9998
H  1.8536  8.9616  5.9998
H  4.6404  11.7449  6.0089
H  6.2828  10.1004  6.0089
H  1.9359  3.5681  5.996
H  3.5742  1.9192  5.996
H  6.2154  4.5965  5.9816
H  4.5657  6.234  5.9816
H  7.3734  9.0071  5.9702
H  9.0202  7.3669  5.9702
H  -0.8497  11.6676  5.9982
H  0.7912  10.0218  5.9982
H  8.9596  1.8731  6.0164
H  7.3086  3.5093  6.0164
H  0.8842  4.6317  6.0093
H  -0.7623  6.2723  6.0093

Results
free energy: -131998.361 eV
free energy less fixed offsets of H -15.71, O -570.45, Si -639.56 eV per atom: -2.811 eV

Forces (eV/angstrom), in the order of the atoms: element, x, y, z
Si  0.0023  -0.0015  0.0208
Si  0.004  0.0075  0.0449
Si  0.0087  -0.0031  0.0537
Si  -0.0001  0.0029  0.048
Si  0.0002  -0.0005  0.0399
Si  -0.0133  -0.0035  0.0404
Si  0.0033  -0.0081  0.0478
Si  -0.0031  -0.0024  0.0476
Si  -0.01  -0.0284  -0.0127
Si  0.0325  0.0243  -0.0127
Si  0.0019  0.0137  0.0061
Si  -0.0228  -0.0112  0.0061
Si  0.0143  0.0266  -0.0073
Si  -0.0075  0.0012  -0.0046
Si  -0.0014  -0.0217  -0.007
Si  0.0277  0.0052  -0.0081
Si  -0.002  0.0187  0.0116
Si  -0.0103  -0.0148  0.0038
Si  -0.0177  -0.0214  -0.0072
Si  0.0405  0.0256  0.0021
Si  -0.0223  -0.0218  0.0032
Si  0.0008  0.0161  0.0021
Si  0.0288  0.025  0.0109
Si  -0.0211  -0.03  0.0133
Si  -0.0212  0.0119  0.0309
Si  0.0088  0.0014  0.0176
Si  -0.0158  -0.0037  0.0224
Si  -0.0041  0.0161  0.0337
Si  0.0103  -0.0085  -0.0019
Si  -0.0072  -0.0104  0.0045
Si  0.0148  -0.0043  0.0247
Si  -0.018  0.0032  0.014
Si  -0.0072  -0.0293  0.2112
Si  -0.0159  0.0153  0.1584
Si  -0.0116  -0.0006  0.1322
Si  -0.0272  0.0058  0.2142
Si  0.0019  0.0073  0.148
Si  0.0355  -0.0014  0.2098
Si  -0.0061  0.0064  0.2218
Si  0.0293  0.0022  0.1356
Si  0.0508  0.3089  0.376
Si  -0.3219  -0.0024  0.3641
Si  -0.1563  -0.1153  0.2148
Si  0.1878  0.1318  0.4102
Si  -0.055  -0.3077  0.4537
Si  0.2042  0.0916  0.2234
Si  0.1777  0.1103  0.4088
Si  -0.0954  -0.1908  0.1734
Si  0.2174  0.0654  -0.4293
Si  -0.0708  -0.2114  -0.3712
Si  -0.1173  -0.1108  -0.2306
Si  0.1118  0.0004  -0.2967
Si  -0.0952  -0.1493  -0.2481
Si  0.0949  0.2471  -0.2964
Si  0.1051  0.1346  -0.3773
Si  -0.2274  0.0248  -0.349
Si  0.0176  -0.0252  -0.1954
Si  -0.0091  0.0042  -0.134
Si  -0.0164  0.0023  -0.14
Si  -0.0013  -0.0045  -0.2012
Si  0.0061  0.0007  -0.1547
Si  -0.0053  -0.0073  -0.2137
Si  -0.0126  0.005  -0.2086
Si  -0.0004  -0.0075  -0.1509
Si  -0.0006  -0.006  -0.0397
Si  -0.0206  -0.0216  -0.0011
Si  0.0123  0.0094  0.0064
Si  -0.0134  -0.0107  -0.0392
Si  -0.009  0.0036  -0.0096
Si  0.0178  0.0129  -0.0452
Si  0.0081  0.0014  -0.0444
Si  0.023  0.0197  0.0042
Si  0.0302  0.0374  -0.0112
Si  -0.0464  -0.0228  -0.0137
Si  -0.0322  -0.036  -0.0099
Si  0.0309  0.0302  -0.0105
Si  -0.0334  -0.0371  -0.0109
Si  0.0406  0.0424  -0.0098
Si  0.0333  0.0348  -0.008
Si  -0.0391  -0.038  -0.0061
Si  -0.0077  -0.0116  0.0068
Si  0.0043  0.0148  0.0095
Si  0.0072  0.0143  0.0175
Si  -0.0112  -0.005  0.0017
Si  0.0173  0.0172  0.0131
Si  -0.0088  -0.0086  0.0068
Si  -0.01  -0.016  0.0189
Si  0.0208  0.0058  0.0059
Si  0.0101  -0.0015  0.0451
Si  -0.0035  0.0021  0.0414
Si  -0.0005  0.0012  0.0436
Si  -0.0008  0.007  0.0233
Si  0.0006  0.0072  0.0403
Si  -0.0009  -0.0097  0.0413
Si  -0.0025  0.0019  0.051
Si  -0.0143  0.0062  0.0173
Si  0.0044  -0.0037  0.0531
Si  -0.0041  -0.0052  0.056
Si  0.0019  0.0023  0.0382
Si  -0.0001  -0.009  0.0369
Si  0.0024  -0.0023  0.0436
Si  0.004  -0.0049  0.0332
Si  -0.0053  0.0017  0.033
Si  0.005  -0.0022  0.0241
Si  0.0059  -0.0078  0.0193
Si  0.0028  -0.0132  -0.0064
Si  0.0091  -0.0008  0.0401
Si  0.0069  -0.0037  0.0521
Si  -0.0068  -0.0077  0.0194
Si  -0.0068  0.0006  0.0536
Si  -0.0004  -0.0051  0.043
Si  -0.0146  -0.0011  0.0211
Si  0.0084  0.0003  0.0535
Si  -0.0028  0.0037  0.0446
Si  0.0114  -0.0089  0.0558
Si  -0.0024  -0.0057  0.0451
Si  0.003  -0.0028  0.0489
Si  -0.0008  -0.0028  0.0358
Si  -0.0043  0.0008  0.0158
Si  -0.0154  0.0026  0.0494
Si  -0.0056  0.0005  0.0428
Si  0.0094  -0.0007  0.0431
Si  -0.0125  0.0037  0.0609
Si  0.001  0.0003  0.0409
Si  0.004  -0.0041  0.046
Si  0.0068  0.0084  0.0427
Si  0.0038  0.004  0.0293
Si  -0.0065  0.0052  0.0461
O  0.0011  0.0124  -0.0411
O  0.0016  -0.0079  -0.0399
O  -0.0145  -0.0011  -0.0349
O  0.0115  -0.0095  -0.0312
O  -0.0055  -0.0006  -0.0128
O  -0.0048  0.0134  -0.0264
O  -0.0084  -0.0019  -0.0271
O  0  -0.008  -0.0229
O  0.0009  0.0018  -0.0115
O  0  -0.004  -0.0205
O  0.0074  -0.0074  -0.0139
O  0.0094  0.0022  -0.0352
O  -0.0038  -0.0126  -0.0015
O  0.0155  0.0063  -0.0218
O  0.0057  -0.0037  -0.0188
O  -0.0132  -0.0044  -0.0353
O  -0.0078  0.0069  -0.0148
O  -0.0015  0.0034  -0.0147
O  -0.0066  0.0012  -0.0225
O  -0.0182  -0.001  0.0165
O  0.0029  -0.0048  -0.0196
O  0.0114  -0.0011  -0.0221
O  0.0025  0.017  -0.0302
O  0.0016  -0.0166  -0.0318
O  -0.003  -0.0067  -0.0321
O  -0.0056  0.0012  -0.019
O  -0.0086  0.0145  -0.0331
O  0.0019  -0.0042  -0.031
O  0.0036  0.005  -0.0102
O  0.0163  -0.0039  -0.0252
O  0.0004  -0.0004  -0.0151
O  0.0065  0.0015  -0.0162
O  -0.0016  0.0025  -0.0173
O  0.0099  0.0132  -0.0104
O  0  -0.0081  -0.0238
O  0.002  0.0079  -0.0153
O  -0.0065  0.0022  -0.0136
O  0.0069  0.006  -0.0409
O  0.0052  0.0078  -0.0331
O  0.0046  0.0059  -0.0324
O  -0.0083  0.0025  -0.0283
O  0.0118  -0.0072  -0.0292
O  0.0086  0.0087  -0.0229
O  -0.0043  0.0136  -0.0261
O  -0.0016  0.0035  -0.0202
O  -0.014  -0.0078  -0.0374
O  -0.0024  0.0032  -0.0121
O  -0.0032  -0.0088  -0.0325
O  -0.0002  0.0066  -0.0139
O  0.0023  0.0133  -0.0299
O  0.0037  0.0071  -0.0299
O  -0.003  -0.0017  -0.0081
O  -0.0011  -0.0012  -0.0087
O  -0.0128  0.0032  -0.025
O  0.007  0.0033  -0.0176
O  -0.0064  -0.001  -0.0432
O  -0.0089  0.0079  -0.029
O  0.0042  -0.0046  -0.0238
O  0.0045  -0.0036  -0.0175
O  0.0091  -0.0069  -0.0136
O  -0.002  -0.0022  -0.0187
O  -0.0078  0.0054  -0.0214
O  0.0072  0.0021  -0.0177
O  0.0023  0.0016  -0.0197
O  -0.0101  -0.0099  -0.0266
O  0.0015  0.0048  -0.0133
O  -0.0115  0.0102  -0.0124
O  0.0031  -0.001  -0.0165
O  -0.0081  0.0055  -0.0145
O  -0.0024  -0.0137  -0.0253
O  0.0002  0.0039  -0.0131
O  -0.0093  -0.002  -0.0288
O  0.0061  0.0028  -0.0211
O  0.0005  0.0091  -0.0189
O  0.0058  -0.0004  -0.0202
O  -0.0082  -0.0059  -0.0314
O  -0.0084  -0.0048  -0.0194
O  -0.0007  -0.0096  -0.0273
O  -0.0036  -0.0037  -0.0163
O  0.001  -0.0004  -0.0155
O  0.0072  0.0061  -0.0217
O  -0.0003  -0.0004  -0.0183
O  0.0047  -0.0087  -0.033
O  -0.0011  0.0064  -0.0168
O  0.0161  0.0099  -0.0362
O  0.0034  0.0119  -0.0228
O  0.0074  -0.0079  -0.0207
H  -0.224  0.2349  -0.3106
H  0.2026  -0.5164  -0.1947
H  0.4224  -0.3345  -0.174
H  -0.2161  0.1789  -0.3286
H  -0.2866  0.3722  -0.2936
H  0.3059  -0.3074  -0.2673
H  0.252  -0.2386  -0.2728
H  -0.4578  0.1893  -0.2416
H  -0.3556  0.3683  -0.185
H  0.2686  -0.143  -0.3115
H  -0.261  0.4187  -0.2444
H  0.2128  -0.34  -0.3166
H  0.3678  -0.2553  -0.2663
H  -0.3543  0.2458  -0.2415
H  0.3503  -0.2838  -0.2969
H  -0.2363  0.3945  -0.259
H  -0.429  0.1854  0.2356
H  0.2275  -0.4295  0.2605
H  0.4381  -0.2244  0.262
H  -0.1546  0.3962  0.2557
H  0.4051  -0.2559  0.2578
H  -0.2578  0.3918  0.267
H  -0.3757  0.1859  0.2432
H  0.209  -0.3866  0.2748
H  0.3756  -0.1739  0.2601
H  -0.1442  0.39  0.2562
H  0.1795  -0.4136  0.2508
H  -0.4257  0.2195  0.2786
H  -0.376  0.2298  0.2556
H  0.1951  -0.3673  0.2613
H  -0.2383  0.4223  0.2829
H  0.3857  -0.1551  0.2481

The program warned: the cutoff lies below the one the program advises for these potential files; the forces do not sum to zero within the program's tolerance; empty levels may hold ghost states of the PAW files; the exchange-correlation potential is rough where the density is thin.
